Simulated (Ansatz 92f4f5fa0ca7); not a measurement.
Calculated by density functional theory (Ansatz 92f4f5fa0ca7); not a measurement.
Periodic cell of 240 atoms, Si134O106, from a study of silicon, its oxide and their interface. The atomic structure is a simulated model.

Settings: functional r2SCAN; potential files Ansatz norm-conserving; basis plane waves; wave-function cutoff 1300 eV; density cutoff ratio 4; exchange-correlation grid ratio 1; k mesh 2 x 2 x 1, shifted by 0.5 0.5 0.5 of a step; self-consistency stop 5e-08 eV per atom in the density residual; occupations Fermi-Dirac, 0.05 eV; spin none; net charge 0.

Cell vectors (angstrom)
a, 11.5403, 0, 0
b, 0, 15.3871, 0
c, 1.6995, 2.359, 23.9698

Atoms: element, x, y, z (angstrom)
Si, -0.4098, 1.0164, -1.0393
Si, -0.8181, 4.6512, 2.0264
Si, -2.6078, 9.0861, 0.1893
Si, 0.1539, 12.3261, 1.7152
Si, 4.1625, -0.8507, 1.29
Si, 4.1734, 4.808, -0.6166
Si, 4.8886, 8.5318, 1.8847
Si, 2.1091, 11.863, -0.7343
Si, 6.8317, -2.1152, -2.0682
Si, 6.2978, 2.9785, -1.338
Si, 4.6207, 8.9534, -0.4111
Si, 5.2098, 12.3606, 1.6188
Si, -0.859, 0.9065, 2.1698
Si, -0.4389, 4.1306, -1.1502
Si, 0.07, 8.5236, 1.6977
Si, -1.707, 12.1691, 0.3367
Si, 6.5295, 0.3436, -0.1915
Si, 4.258, 4.2887, 2.1589
Si, 2.1787, 8.8992, -0.6385
Si, 7.4648, 12.6282, 2.2895
Si, 8.3249, 0.9405, 2.2765
Si, 8.309, 4.8911, 2.3312
Si, 7.3703, 8.6902, 2.0413
Si, 5.1539, 11.2889, -0.4885
Si, -0.0697, 2.8279, 3.3348
Si, 0.0905, 6.6146, 3.1056
Si, 0.1154, 10.4618, 3.1154
Si, -0.0092, 14.326, 3.1679
Si, 3.8969, 2.4408, 3.5877
Si, 4.1062, 6.5391, 3.1693
Si, 4.2552, 10.5737, 3.1061
Si, 3.8277, 15.3568, 3.4754
Si, 7.7622, 2.8922, 3.5022
Si, 7.8714, 6.8412, 3.4591
Si, 7.7427, 10.572, 3.376
Si, 7.6759, 14.534, 3.6173
Si, -1.8464, 2.865, 4.8226
Si, -1.689, 6.8068, 4.6834
Si, -1.7892, 10.4729, 4.5473
Si, -1.8361, 14.3804, 4.7827
Si, 1.9127, 2.86, 4.7242
Si, 2.0871, 6.7118, 4.4822
Si, 2.1452, 10.5539, 4.386
Si, 1.8887, 14.6236, 4.6449
Si, 5.8282, 2.8087, 4.8797
Si, 5.8897, 6.7168, 4.7323
Si, 5.8737, 10.6244, 4.7883
Si, 5.716, 14.682, 4.8869
Si, -1.8051, 1.0067, 6.236
Si, -1.7486, 4.8488, 6.0126
Si, -1.8568, 8.682, 6.0526
Si, -1.9313, 12.3406, 5.8957
Si, 1.8466, 1.0559, 6.2332
Si, 2.0995, 4.8533, 5.9586
Si, 2.1043, 8.6703, 5.8939
Si, 2.029, 12.5075, 5.7646
Si, 5.8751, 1.0446, 6.4535
Si, 5.9116, 4.8048, 6.0871
Si, 5.8238, 8.6699, 6.1104
Si, 5.7733, 12.6006, 6.0832
Si, 0.0377, 1.0877, 7.7443
Si, 0.193, 4.7839, 7.323
Si, 0.1264, 8.742, 7.2745
Si, 0.0429, 12.4609, 7.0622
Si, 3.7925, 1.1222, 7.6715
Si, 4.0062, 4.8888, 7.4578
Si, 3.933, 8.6688, 7.5097
Si, 3.8016, 12.5318, 7.3453
Si, 7.895, 1.0376, 7.7319
Si, 7.8797, 4.8012, 7.3696
Si, 7.7261, 8.6509, 7.4913
Si, 7.7644, 12.4477, 7.3899
Si, 2.1531, 4.1846, 10.26
Si, 1.9398, 6.575, 9.9129
Si, -0.1075, 10.6863, 8.6183
Si, -0.5679, 14.2764, 8.431
Si, 3.9773, 3.1462, 9.0545
Si, 4.0702, 6.7585, 8.9492
Si, 3.7131, 10.655, 8.8224
Si, 3.5791, 14.4127, 8.7203
Si, 7.9616, 3.093, 8.9948
Si, 9.8167, 6.4859, 9.8852
Si, 9.5615, 10.7203, 10.2133
Si, 8.6175, 14.3349, 8.5597
Si, 0.226, 3.1895, 9.0694
Si, 0.1365, 6.7697, 8.4883
Si, 1.6912, 10.709, 10.0801
Si, 1.2214, 13.0906, 10.3237
Si, 6.0271, 3.5163, 10.2598
Si, 6.068, 5.9847, 10.2764
Si, 5.6523, 11.1187, 10.1738
Si, 4.8332, 14.0005, 10.5772
Si, 9.8574, 4.0009, 10.2109
Si, 7.7953, 6.6586, 8.7423
Si, 7.6406, 10.5749, 8.8801
Si, 8.9641, 12.9449, 11.2842
Si, 2.6502, 13.7623, 12.7298
Si, 1.0381, 8.4671, 11.2407
Si, 7.2971, 7.6005, 12.8452
Si, 6.5425, 7.4678, 18.0688
Si, 11.8063, 11.0786, 14.9642
Si, 14.1969, 4.8662, 16.1538
Si, 9.9758, 7.2865, 21.5511
Si, 14.7093, 15.2251, 16.8231
Si, 10.4893, 3.3929, 13.3244
Si, 13.836, 9.2536, 13.8107
Si, 9.983, 8.4896, 11.2321
Si, 5.9721, 16.4163, 12.2654
Si, 0.0109, 0.8875, 21.7003
Si, 8.0725, 1.325, 16.6484
Si, 13.2515, 1.3829, 19.1741
Si, 10.7187, 0.8827, 15.0558
Si, 8.2004, 6.8798, 15.6483
Si, 5.3811, 10.0698, 13.2722
Si, 4.5794, 2.4784, 19.9568
Si, 10.4012, 8.8185, 16.5873
Si, 3.3987, 1.1123, 14.0704
Si, 3.7637, 7.9906, 18.8633
Si, 2.6075, 12.6088, 15.516
Si, 7.3247, -1.3678, 13.4534
Si, 5.6356, 12.3942, 15.2505
Si, 6.992, 16.0948, 19.2347
Si, 8.0295, 7.0008, 25.0871
Si, 13.5815, 3.8485, 13.4269
Si, 10.1712, 13.6089, 13.9209
Si, 4.666, 5.2149, 18.452
Si, 0.3313, 2.818, 16.9533
Si, 1.7737, 7.8653, 16.638
Si, 9.046, 8.817, 19.3457
Si, 3.9218, 17.0295, 22.6955
Si, 3.5221, 8.5581, 21.8543
Si, 6.1965, 14.4282, 17.1637
Si, 9.115, 4.0052, 15.9012
Si, 8.8388, 10.0174, 22.04
O, -0.6211, 1.0542, 0.5473
O, -1.8177, 4.6516, -1.795
O, -0.3988, 4.355, 0.4483
O, -1.1877, 8.3454, 0.6043
O, 8.565, 12.9094, 1.0513
O, 6.6897, -1.127, -0.8089
O, 7.8174, 0.7626, 0.6964
O, 8.4911, 5.7211, 24.1366
O, 4.8016, 3.6017, -1.5525
O, 1.4883, 8.7077, 0.8467
O, 3.7216, 11.9419, -0.9751
O, 1.5669, 12.0937, 0.7955
O, 8.3351, -1.9308, -2.6684
O, 1.0115, 0.3264, -1.29
O, 3.341, 4.2638, 0.6933
O, 1.6773, 10.3614, -1.2404
O, -0.3112, 13.5481, 9.9153
O, 2.0623, 14.1222, 9.3452
O, 3.9246, 13.4064, 11.8031
O, 8.5356, 14.0998, 10.1967
O, -1.5417, 0.1147, -1.8229
O, -0.3246, 2.5577, -1.574
O, 2.4501, 7.401, 22.2068
O, 9.9995, 10.9307, 22.7416
O, -1.271, 12.9666, -1.0217
O, -2.2267, 10.6578, -0.0235
O, 7.9573, 2.8548, 16.0819
O, 5.5708, 1.505, 19.1131
O, 3.2736, 5.7262, -1.573
O, 6.2993, 1.3704, -1.4393
O, 1.5383, 7.6742, -1.5137
O, 1.6454, 13.1682, -1.6144
O, 1.5927, 3.7415, 16.5952
O, 6.8525, 15.6713, 16.2829
O, 4.9136, 2.1996, 21.5259
O, 7.3629, 3.5813, -2.4063
O, 8.8547, 10.0653, 20.3911
O, 5.6643, 8.0923, -1.4108
O, 8.6979, 8.2709, 12.3141
O, 6.3882, 11.7931, -1.518
O, 6.4924, 12.9299, 16.553
O, 2.4751, 4.1505, 11.8977
O, 3.7924, 9.838, 13.5769
O, 10.0992, 13.5428, 12.3057
O, 13.8222, 14.0261, 16.2041
O, 10.4421, 3.5902, 16.7841
O, 4.8658, 1.3119, 13.4256
O, 14.3771, 4.7677, 14.5276
O, 6.2908, 17.8689, 11.5956
O, 5.5278, 10.6241, 11.7485
O, 5.4986, 15.4021, 11.0786
O, 8.1037, 1.4297, 18.2787
O, 2.5415, 12.6756, 13.9063
O, 12.9837, 11.5834, 15.9968
O, 9.9637, 3.5262, 11.81
O, 6.5264, 6.7035, 11.7201
O, 7.6044, 12.9395, 12.2558
O, 5.2455, 0.2949, 0.7964
O, 4.5982, 14.6401, 17.2845
O, 6.1372, 5.9009, 18.2868
O, 1.908, 8.2091, 12.6355
O, 10.4499, 1.8283, 13.7651
O, 7.0814, 7.6287, 16.5556
O, 3.6837, 6.3686, 19.0692
O, 9.4441, 0.722, 16.0498
O, 11.1061, 14.8057, 14.4996
O, 0.5728, 2.3328, 18.4878
O, 4.8479, 4.0088, 19.5059
O, 2.6221, 8.506, 17.8533
O, 9.2465, 8.4687, 22.3998
O, 13.9502, 2.3204, 13.7353
O, 0.3672, 1.5146, 15.9699
O, 9.501, 4.1854, 14.335
O, 7.497, 16.0627, 20.7454
O, 10.7738, 10.1219, 15.7344
O, 11.97, 4.0294, 13.5418
O, 6.2411, 8.7119, 13.366
O, 13.7811, 8.555, 15.2619
O, 2.7207, 15.2159, 13.3883
O, 1.3193, 13.653, 11.8444
O, 10.86, 12.2545, 14.432
O, 5.9056, 13.6179, 14.1832
O, 9.6072, 9.3063, 17.9154
O, 8.6277, 13.8394, 14.4437
O, 5.2167, 8.3838, 18.2482
O, 4.0416, 4.6937, 17.0206
O, 13.5679, 6.2906, 16.5275
O, 10.1286, 7.7795, 20.006
O, 6.013, 11.0334, 14.4508
O, 3.4633, 0.9688, 15.6919
O, 11.7588, 8.0586, 17.002
O, 6.7963, 14.5653, 18.6732
O, 0.9748, 0.6337, 20.4119
O, 3.5492, 8.751, 20.2581
O, 7.6607, 6.6802, 14.1394
O, 4.1318, 12.1699, 15.8367
O, 13.8456, 0.3511, 18.0808
O, 5.4577, 5.621, 0.0314
O, 5.8339, 12.7667, 10.1601
O, 7.6549, 7.994, 19.1276
O, 2.9966, 2.224, 19.6914
O, 2.9308, -0.7432, 0.1865
O, 8.5341, 5.4448, 16.3532
O, 12.5974, 10.3306, 13.7523
O, 9.5218, 7.8222, 15.668
O, 7.2064, 15.5939, 12.9879

Results
free energy: -64970.283 eV
free energy less fixed offsets of O -463.61, Si -117.95 eV per atom: -22.323 eV
pressure: -2.22 GPa
stress xx, yy, zz, yz, xz, xy (GPa, positive in tension): 2.42, 2.65, 1.6, 0.04, -0.37, 0.32

Forces (eV/angstrom), in the order of the atoms: element, x, y, z
Si, -0.0996, 0.1742, -0.2154
Si, 0.3943, -0.1122, -0.7041
Si, -0.2215, -0.1558, 0.147
Si, 0.7877, -0.175, 0.1337
Si, -0.0678, 0.2224, -0.2598
Si, 0.1293, -0.1897, -0.4581
Si, 0.2836, -0.0715, 0.3076
Si, 0.1498, 0.3407, -0.5703
Si, 0.0365, 0.0649, -0.2279
Si, 0.1492, 0.2154, -0.3129
Si, 0.4695, -0.246, -0.3298
Si, -0.2816, -0.2124, -0.0604
Si, 0.5083, 0.2045, -0.5771
Si, -0.0535, -0.0211, -0.3407
Si, 0.197, 0.1252, -0.4816
Si, -0.59, 0.1363, -0.5379
Si, 0.2071, 0.2156, -0.0804
Si, -0.5211, 0.1821, -0.5309
Si, -0.4519, -0.3737, -0.2
Si, 0.2545, 0.0773, -0.4286
Si, -0.6318, 0.0752, -0.6368
Si, -0.439, -0.1157, -0.1517
Si, -0.0561, -0.0619, -0.2877
Si, 0.4038, 0.4383, -0.3007
Si, -0.0046, -0.2544, 0.0038
Si, -0.0557, 0.1496, 0.085
Si, -0.116, -0.3266, 0.2598
Si, 0.0042, 0.223, 0.2227
Si, -0.0223, -0.2973, 0.0169
Si, 0.0007, 0.1877, 0.154
Si, -0.1325, 0.0596, -0.3104
Si, 0.0466, 0.0477, 0.1045
Si, 0.0879, -0.1227, -0.0261
Si, -0.0142, 0.2284, 0.2023
Si, 0.1083, -0.0117, 0.15
Si, 0.0826, 0.1755, 0.0676
Si, -0.1998, -0.1106, 0.1971
Si, -0.2233, 0.113, 0.1012
Si, -0.1065, 0.0617, -0.2247
Si, -0.0239, 0.0328, 0.169
Si, -0.1086, 0.1493, 0.0019
Si, 0.0633, 0.0397, -0.144
Si, 0.2239, 0.0124, -0.1601
Si, 0.043, -0.1175, -0.0665
Si, 0.1313, 0.1721, 0.1152
Si, 0.0064, -0.061, 0.0551
Si, 0.1123, 0.0286, 0.0899
Si, -0.0819, -0.2354, -0.0729
Si, 0.0746, -0.0121, -0.1599
Si, -0.0417, -0.183, 0.1582
Si, 0.2342, -0.0874, 0.2004
Si, -0.0675, 0.0865, 0.0613
Si, 0.0404, -0.0274, 0.1341
Si, 0.0578, -0.0924, 0.1913
Si, -0.1001, 0.0523, 0.1586
Si, 0.0285, 0.1231, 0.0518
Si, -0.1288, 0.0618, 0.1327
Si, 0.0209, 0.0532, 0.1116
Si, 0.0351, 0.0429, -0.0592
Si, 0.0193, -0.0038, -0.0093
Si, 0.069, 0.0209, 0.141
Si, -0.0678, 0.276, -0.3881
Si, -0.2362, 0.3042, -0.1417
Si, 0.0311, 0.0068, 0.0705
Si, 0.0643, 0.1723, -0.0644
Si, 0.0716, 0.1113, -0.1963
Si, 0.0811, 0.0907, -0.0646
Si, 0.0821, -0.1474, -0.2964
Si, -0.0523, -0.0789, 0.0058
Si, -0.0806, -0.0101, -0.2601
Si, 0.0338, 0.0889, -0.1698
Si, 0.0234, 0.0901, -0.1541
Si, -0.0638, -0.2001, 0.4908
Si, -0.2459, 0.3365, 0.0121
Si, 0.0725, -0.1437, -0.1047
Si, 0.0436, 0.0083, -0.1964
Si, -0.1526, -0.0607, -0.0662
Si, -0.0216, 0.0022, -0.1516
Si, 0.1023, -0.0322, 0.059
Si, -0.3819, -0.2072, -0.2248
Si, 0.13, 0.1941, -0.1833
Si, 0.0574, 0.0594, -0.0587
Si, 0.07, 0.0143, -0.3052
Si, -0.1818, -0.0625, 0.3055
Si, 0.0643, 0.0183, -0.0391
Si, -0.0166, -0.1279, -0.2756
Si, -0.0742, -0.0823, -0.0177
Si, -0.3679, 0.4883, 0.4621
Si, 0.212, -0.9729, 0.3735
Si, 0.3555, 0.9686, 0.3145
Si, 0.0625, -0.0519, 0.2076
Si, 0.4952, -0.0631, 0.2531
Si, 0.071, -0.2421, 0.7156
Si, -0.1186, -0.1204, 0.0154
Si, -0.202, -0.0163, -0.0555
Si, -0.1008, 0.4513, 0.3174
Si, -0.2515, -0.026, 0.5065
Si, 0.6308, -0.0031, 0.4694
Si, 0.0684, -0.1067, 0.0695
Si, 0.1595, 0.0825, 0.0448
Si, -0.0823, 0.1091, 0.4191
Si, 0.0581, 0.0326, 0.2662
Si, 0.17, -0.3185, -0.2354
Si, -0.0925, 0.0807, 0.137
Si, -0.1633, -0.0613, 0.1413
Si, -0.1167, -0.0034, 0.2207
Si, -0.724, -0.2661, 0.249
Si, 0.1383, -0.0196, 0.402
Si, 0.0173, 0.2539, -0.3417
Si, 0.038, 0.0646, 0.0433
Si, -0.0388, -0.0362, -0.0055
Si, 0.0901, -0.2195, 0.3108
Si, 0.0433, -0.004, 0.3768
Si, 0.0295, 0.1032, 0.1653
Si, -0.0669, 0.104, -0.0917
Si, 0.025, 0.0274, 0.2163
Si, 0.0186, -0.0789, 0.4
Si, -0.0814, 0.1556, 0.0112
Si, 0.0477, 0.1057, 0.2935
Si, 0.1246, 0.0559, 0.3621
Si, -0.0538, 0.0102, 0.3167
Si, 0.0466, 0.0433, 0.0378
Si, 0.4522, -0.3012, -0.9083
Si, 0.0628, -0.0752, 0.0446
Si, 0.06, 0.0526, 0.2049
Si, 0.0763, -0.1522, 0.1215
Si, -0.0119, -0.1395, 0.3141
Si, -0.0438, 0.0114, 0.3211
Si, 0.115, -0.227, -0.0946
Si, 0.014, 0.134, -0.3283
Si, -0.1178, -0.1488, -0.2031
Si, 0.0015, -0.1279, 0.0457
Si, -0.16, -0.0081, 0.2768
Si, 0.0839, -0.2631, -0.1841
O, -0.1839, -0.0849, 0.2678
O, -0.105, 0.0661, 0.1953
O, -0.2546, 0.1126, 0.4665
O, 0.0204, 0.2835, 0.3363
O, -0.1407, -0.1934, 0.1938
O, -0.023, 0.0026, 0.0851
O, 0.0187, -0.0199, 0.1529
O, -0.3427, 0.0537, -0.1115
O, -0.0164, 0.2796, 0.4857
O, -0.0693, -0.0062, 0.0057
O, -0.1587, -0.0973, 0.2918
O, -0.3703, 0.0844, 0.1323
O, -0.0441, -0.0101, 0.3268
O, 0.0235, -0.1465, 0.1002
O, 0.6558, 0.0515, 0.4656
O, -0.0111, 0.1627, 0.4299
O, 0.4032, -0.0536, -0.1986
O, -0.2005, -0.3735, 0.1901
O, 0.139, 0.1634, -0.2163
O, 0.0262, -0.5816, 0.102
O, 0.1099, -0.2742, 0.1428
O, -0.0491, -0.033, 0.3891
O, 0.0653, 0.1023, 0.1271
O, -0.0348, -0.0021, 0.0418
O, -0.1184, -0.2407, 0.3296
O, 0.1909, 0.1611, 0.1514
O, 0.3046, -0.0349, -0.0482
O, 0.1236, -0.0624, 0.1486
O, 0.1119, -0.0005, 0.2471
O, 0.03, -0.1897, 0.4659
O, 0.092, 0.1493, 0.084
O, 0.095, -0.1146, 0.374
O, 0.0741, 0.1099, -0.2119
O, 0.1017, -0.0727, 0.242
O, -0.2111, -0.1881, 0.1032
O, -0.1596, 0.1745, 0.3315
O, -0.0318, -0.1715, 0.292
O, -0.2626, 0.2239, 0.3021
O, 0.2417, 0.0702, -0.1045
O, -0.455, -0.1301, 0.3222
O, -0.2608, 0.2224, -0.2033
O, -0.1371, -0.1483, -0.115
O, -0.0287, -0.0194, -0.0676
O, -0.178, -0.1185, -0.0352
O, 0.2481, -0.1223, -0.1974
O, -0.051, -0.0442, -0.3025
O, 0.0255, -0.0778, -0.2698
O, -0.2101, -0.1646, -0.0151
O, -0.2301, 0.2839, -0.3839
O, 0.0769, 0.1305, -0.2807
O, -0.072, -0.1239, 0.0657
O, -0.2713, -0.2236, -0.1345
O, 0.0537, 0.1821, -0.1352
O, -0.0567, -0.0146, -0.4535
O, 0.007, 0.2246, -0.3821
O, -0.0232, -0.1364, -0.1961
O, 0.2119, 0.0538, -0.1364
O, -0.0375, -0.2828, 0.0085
O, 0.1077, 0.0187, -0.1587
O, -0.2639, 0.245, -0.0354
O, -0.0878, 0.24, 0.0394
O, 0.0585, 0.1458, 0.0772
O, 0.147, -0.1703, -0.1126
O, 0.2095, 0.1092, -0.1999
O, 0.0566, 0.1951, -0.2125
O, -0.2804, 0.0316, -0.1949
O, 0.1663, -0.1003, -0.2051
O, -0.0737, -0.0865, -0.0933
O, 0.0632, -0.2532, -0.1333
O, -0.0978, 0.2333, -0.1317
O, 0.0215, 0.1079, -0.0687
O, -0.2391, 0.1672, -0.1961
O, 0.1217, -0.1633, -0.0264
O, 0.0698, -0.0658, 0.1117
O, 0.1945, -0.115, -0.1285
O, 0.0769, -0.0913, -0.1259
O, 0.0816, -0.0391, -0.2024
O, -0.0397, 0.0898, -0.2068
O, 0.1801, -0.1174, -0.1224
O, 0.2633, -0.0796, -0.076
O, 0.094, 0.0053, -0.1031
O, 0.1759, -0.0506, -0.1886
O, -0.0119, -0.1328, -0.0409
O, -0.0222, 0.0151, -0.3633
O, -0.0955, -0.3459, 0.08
O, -0.1953, 0.1507, -0.0528
O, 0.1344, -0.0646, -0.1483
O, -0.3906, 0.248, 0.2573
O, -0.2142, -0.035, -0.309
O, -0.0341, -0.1406, -0.3127
O, 0.0383, 0.1121, -0.2257
O, -0.0772, 0.373, -0.2476
O, -0.0746, 0.1472, 0.1803
O, 0.085, -0.1496, 0.1188
O, 0.0577, 0.166, -0.1476
O, 0.0466, 0.0993, -0.2485
O, 0.0664, 0.1527, 0.009
O, 0.0341, -0.3235, 0.2836
O, -0.2543, 0.1807, 0.2764
O, 0.056, 0.0725, -0.1117
O, 0.1003, -0.1084, 0.022
O, 0.371, -0.1259, 0.3089
O, 0.0533, 0.1007, -0.2969
O, 0.1599, -0.0895, 0.102
O, -0.1726, -0.0923, -0.0191
O, -0.2488, -0.0756, -0.2175

The program warned: the forces do not sum to zero within the program's tolerance.
